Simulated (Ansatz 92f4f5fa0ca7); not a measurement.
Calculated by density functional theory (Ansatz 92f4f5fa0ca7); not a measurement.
Periodic cell of 363 atoms, Si241O122, from a study of silicon, its oxide and their interface. The atomic structure is a simulated model.
Doubt: the cutoff is far below the 930 eV that the study's wrapper takes by default for these files, so forces and energies are approximate.
This geometry differs little from another in the collection (a relaxation step or a small displacement).

Settings
functional: PBE
potential files: Ansatz PAW
basis: plane waves
wave-function cutoff: 580 eV
density cutoff ratio: 5
exchange-correlation grid ratio: 1
k mesh: 1 x 1 x 1, Gamma-centred
self-consistency stop: 5e-08 eV per atom in the density residual
occupations: fixed
spin: none
net charge: 0

Cell vectors (angstrom)
a, 11.6015, 0, 0
b, 0, 13.3963, 0
c, 0, 0, 41.1844

Atoms: element, x, y, z (angstrom)
Si, 0, 2.2327, 1.1851
Si, 3.8672, 2.2327, 1.1851
Si, 7.7343, 2.2327, 1.1851
Si, 1.9336, 5.5818, 1.1851
Si, 5.8008, 5.5818, 1.1851
Si, 9.6679, 5.5818, 1.1851
Si, 0, 8.9308, 1.1851
Si, 3.8672, 8.9308, 1.1851
Si, 7.7343, 8.9308, 1.1851
Si, 1.9336, 12.2799, 1.1851
Si, 5.8008, 12.2799, 1.1851
Si, 9.6679, 12.2799, 1.1851
Si, 1.9336, 1.1164, 1.9745
Si, 5.8008, 1.1164, 1.9745
Si, 9.6679, 1.1164, 1.9745
Si, 0, 4.4654, 1.9745
Si, 3.8672, 4.4654, 1.9745
Si, 7.7343, 4.4654, 1.9745
Si, 1.9336, 7.8145, 1.9745
Si, 5.8008, 7.8145, 1.9745
Si, 9.6679, 7.8145, 1.9745
Si, 0, 11.1635, 1.9745
Si, 3.8672, 11.1635, 1.9745
Si, 7.7343, 11.1635, 1.9745
Si, 1.9336, 1.1164, 4.3426
Si, 5.8008, 1.1164, 4.3426
Si, 9.6679, 1.1164, 4.3426
Si, 0, 4.4654, 4.3426
Si, 3.8672, 4.4654, 4.3426
Si, 7.7343, 4.4654, 4.3426
Si, 1.9336, 7.8145, 4.3426
Si, 5.8008, 7.8145, 4.3426
Si, 9.6679, 7.8145, 4.3426
Si, 0, 11.1635, 4.3426
Si, 3.8672, 11.1635, 4.3426
Si, 7.7343, 11.1635, 4.3426
Si, 0, 0, 36.8439
Si, 3.8672, 0, 36.8439
Si, 7.7343, 0, 36.8439
Si, 1.9336, 3.3491, 36.8439
Si, 5.8008, 3.3491, 36.8439
Si, 9.6679, 3.3491, 36.8439
Si, 0, 6.6981, 36.8439
Si, 3.8672, 6.6981, 36.8439
Si, 7.7343, 6.6981, 36.8439
Si, 1.9336, 10.0472, 36.8439
Si, 5.8008, 10.0472, 36.8439
Si, 9.6679, 10.0472, 36.8439
Si, 0, 0, 39.212
Si, 3.8672, 0, 39.212
Si, 7.7343, 0, 39.212
Si, 1.9336, 3.3491, 39.212
Si, 5.8008, 3.3491, 39.212
Si, 9.6679, 3.3491, 39.212
Si, 0, 6.6981, 39.212
Si, 3.8672, 6.6981, 39.212
Si, 7.7343, 6.6981, 39.212
Si, 1.9336, 10.0472, 39.212
Si, 5.8008, 10.0472, 39.212
Si, 9.6679, 10.0472, 39.212
Si, 0, 2.2327, 40.0014
Si, 3.8672, 2.2327, 40.0014
Si, 7.7343, 2.2327, 40.0014
Si, 1.9336, 5.5818, 40.0014
Si, 5.8008, 5.5818, 40.0014
Si, 9.6679, 5.5818, 40.0014
Si, 0, 8.9308, 40.0014
Si, 3.8672, 8.9308, 40.0014
Si, 7.7343, 8.9308, 40.0014
Si, 1.9336, 12.2799, 40.0014
Si, 5.8008, 12.2799, 40.0014
Si, 9.6679, 12.2799, 40.0014
Si, 3.9518, -4.62, 21.8475
Si, 3.8176, -0.2231, 30.2102
Si, 11.3193, -4.4489, 32.5043
Si, -0.7945, -0.4774, 27.4692
Si, 11.3797, -0.8328, 29.7326
Si, 6.1144, 0.0935, 26.0349
Si, -3.758, 11.9192, 27.7399
Si, 9.5343, 10.6384, 23.8757
Si, 3.247, 7.107, 20.1045
Si, 5.6238, 16.5572, 25.912
Si, 1.6481, 6.9149, 28.0485
Si, 8.5969, 13.6863, 31.1773
Si, -0.5549, 8.6372, 22.5661
Si, 1.5753, 2.3118, 21.296
Si, 7.7208, -1.5083, 29.9737
Si, -2.6175, 9.9458, 21.2323
Si, 11.4032, 2.0614, 32.4461
Si, 15.072, 4.298, 32.3366
Si, -3.3107, 5.1401, 23.6551
Si, 1.905, 11.8509, 30.6258
Si, 9.2956, 7.0677, 29.5523
Si, 1.8408, 8.1296, 32.0243
Si, 3.5151, 13.8376, 22.7743
Si, 9.7639, 10.9252, 30.4968
Si, -4.914, 7.9596, 30.6426
Si, 5.5102, -1.896, 30.5464
Si, 7.4275, 1.6176, 32.6811
Si, 2.4932, 9.5558, 30.2221
Si, 2.8243, 2.2437, 25.3463
Si, 6.92, 3.9564, 32.5744
Si, -0.8052, 8.8767, 30.111
Si, 4.8607, 9.3085, 29.7845
Si, 7.4574, 8.3262, 32.9143
Si, 1.7289, 12.0351, 32.9606
Si, 5.5429, 11.5993, 32.925
Si, 9.3803, 11.8106, 32.6103
Si, 1.7599, 0.9406, 33.4685
Si, 5.5867, 0.5242, 33.598
Si, 9.4747, 1.9138, 33.8844
Si, -0.9662, 5.382, 33.8845
Si, 5.0813, 4.9966, 33.802
Si, 8.7076, 4.1403, 34.0223
Si, 3.2471, 8.3978, 33.8603
Si, 5.4402, 7.3698, 33.9217
Si, 9.7224, 7.586, 33.6873
Si, -0.2428, 11.0554, 33.6645
Si, 3.5528, 10.78, 33.8656
Si, 7.562, 10.6475, 33.6453
Si, 1.9184, 1.1193, 35.9331
Si, 5.7741, 1.0661, 35.9773
Si, 9.6678, 1.1299, 36.0925
Si, -0.0579, 4.5263, 36.019
Si, 3.9704, 4.4961, 35.9878
Si, 7.7631, 4.4542, 36.14
Si, 2.0264, 7.8562, 35.9657
Si, 5.796, 7.7924, 36.1721
Si, 9.6751, 7.8386, 36.0541
Si, -0.0205, 11.1357, 36.0353
Si, 3.8475, 11.1657, 36.1391
Si, 7.7295, 11.1137, 36.0078
Si, 0.0133, -0.0133, 5.2133
Si, 3.8559, 0.0003, 5.0689
Si, 7.7303, -0.0033, 5.0739
Si, 1.9286, 3.3612, 5.1312
Si, 5.7875, 3.3643, 5.1668
Si, 9.6722, 3.361, 5.0052
Si, 0.001, 6.6903, 5.0705
Si, 3.8759, 6.6944, 5.1658
Si, 7.7326, 6.7123, 5.1965
Si, 1.9099, 10.0316, 5.1502
Si, 5.7865, 10.0468, 5.1311
Si, 9.6623, 10.0819, 5.161
Si, 0.0371, -0.0197, 7.6574
Si, 3.7968, -0.01, 7.3943
Si, 7.7045, 0.0493, 7.403
Si, 1.8863, 3.4266, 7.499
Si, 5.7191, 3.4235, 7.5601
Si, 9.6451, 3.3539, 7.2984
Si, -0.048, 6.6909, 7.3996
Si, 3.8857, 6.6993, 7.5641
Si, 7.727, 6.7651, 7.6183
Si, 1.8004, 9.9614, 7.5302
Si, 5.6644, 10.0873, 7.4972
Si, 9.5547, 10.2007, 7.5507
Si, -0.0466, 2.2813, 8.1977
Si, 3.7597, 2.2173, 8.2305
Si, 7.7062, 2.2986, 8.0493
Si, 1.8955, 5.6643, 8.3087
Si, 5.8125, 5.6337, 8.4933
Si, 3.9841, 4.7642, 14.7016
Si, -0.2361, 8.8675, 8.2679
Si, 3.7628, 8.9122, 8.3423
Si, 7.6319, 9.0984, 8.3311
Si, 2.0104, 12.1409, 8.3961
Si, 5.7567, 12.3518, 8.1755
Si, 9.5829, 12.4706, 8.4422
Si, -3.146, 2.3842, 10.2297
Si, 5.9038, 8.1838, 11.6181
Si, 6.3001, -1.1978, 14.4978
Si, -1.6996, 5.6683, 10.5784
Si, 10.8776, 7.9408, 10.4213
Si, 7.5549, 9.7414, 10.63
Si, -2.5026, 8.8835, 13.8865
Si, 1.4748, 3.657, 16.2116
Si, 6.021, 3.7627, 22.855
Si, -1.1615, 14.3668, 11.9709
Si, 5.6098, 10.0252, 15.0569
Si, 6.762, 8.2442, 13.8949
Si, -0.7194, 2.6107, 10.4097
Si, 3.6727, 1.8746, 10.5481
Si, 13.6101, 0.8914, 17.1522
Si, 0.9763, 3.4123, 24.2544
Si, 9.6822, 5.5234, 8.2294
Si, 8.8403, -0.0709, 10.6304
Si, 6.5611, 3.7162, 15.4131
Si, 5.1423, 12.6088, 10.4443
Si, 13.0483, 7.8963, 11.4481
Si, -5.631, 5.7808, 10.9447
Si, 0.1097, 17.889, 11.5439
Si, 11.9241, 9.0665, 13.2415
O, 12.1656, -8.6405, 17.0094
O, 37.6184, -3.5774, 22.5134
O, 14.5171, -9.1031, 15.8093
O, 44.662, 9.2369, 17.523
O, 12.3235, 16.665, 14.7888
O, -17.4537, -9.4544, 24.4639
O, 13.8257, 1.2495, 11.0898
O, -16.3858, -13.622, 27.4554
O, 10.217, 10.8176, 20.5577
O, 36.9801, 12.0598, 11.8453
O, 2.7491, 9.4167, 16.5614
O, -1.9972, -18.2955, 21.7578
O, 1.3426, -10.3076, 22.7077
O, 3.2545, -6.644, 27.7316
O, 0.5231, -4.6767, 21.3555
O, -5.0911, 18.7626, 18.6411
O, 10.2902, 32.6621, 25.6723
O, -18.6375, -13.7621, 26.1656
O, 19.3313, -3.5505, 20.2158
O, 23.517, 19.2764, 14.6535
O, 6.6669, 15.7082, 22.5252
O, 4.9808, 8.776, 28.187
O, 13.9679, -12.3303, 26.4291
O, 1.7239, -10.9199, 17.2926
Si, 10.8403, 5.4911, 27.1791
Si, 14.3194, -3.2681, 15.0989
Si, -0.1051, -8.9555, 13.9366
Si, -9.9544, 5.9774, 31.0374
Si, 6.3198, 17.1638, 18.4943
Si, 25.4501, 11.9302, 18.8318
Si, 7.3966, -0.7033, 17.2626
Si, 1.9252, -7.6977, 10.6919
Si, 10.0799, 2.4562, 28.1059
Si, -0.3473, -1.3639, 20.18
Si, 14.9167, -13.4547, 27.1745
Si, -4.7591, -6.4804, 18.3479
Si, 10.9683, 6.0238, 24.1787
Si, 14.6554, 11.4763, 10.5475
Si, 26.1784, 24.2564, 23.7992
Si, -1.8716, -10.9637, 23.9573
Si, 19.9011, -0.1869, 24.076
Si, 9.4192, 10.4784, 16.5649
Si, 5.2444, -2.5088, 18.1874
Si, 17.7672, 9.4823, 19.8457
Si, 7.2528, 17.2123, 27.6825
Si, 0.535, 4.3586, 32.428
Si, 3.7672, 14.6547, 32.2013
Si, 22.4078, 14.8922, 21.0545
Si, 7.9739, -9.0229, 11.5004
Si, 11.8934, -7.2025, 16.2718
Si, 18.7045, -1.4469, 11.4519
Si, -1.7142, -5.725, 17.9866
Si, 8.7894, 3.2206, 13.5159
Si, 19.7419, 1.4996, 19.3228
Si, 3.8773, -8.5573, 11.6521
Si, 1.4035, 11.0299, 26.5759
Si, 9.6883, -3.9262, 11.7164
Si, 18.156, 0.828, 21.879
Si, -4.4076, 5.0708, 30.5186
Si, 1.0272, 9.1732, 28.3747
Si, 15.6063, 4.0565, 20.4855
Si, 0.5894, -5.4192, 19.9143
Si, 18.9163, 19.8685, 26.2999
Si, 7.7447, -4.0657, 25.9611
Si, 24.9742, 0.1917, 12.279
Si, 16.1238, 7.5939, 27.1444
Si, -12.6616, 14.7282, 30.3303
Si, 23.2267, -1.1138, 17.2279
Si, -8.0793, 9.0919, 10.7162
Si, 3.4037, -0.1936, 14.7867
Si, 17.7744, 6.6314, 15.4144
Si, 2.2506, -5.0931, 17.6093
Si, -6.6375, 22.3713, 24.5469
O, 1.632, -6.6519, 20.1764
O, 6.1842, 16.6769, 16.9375
O, -21.9648, 19.6165, 29.4836
O, 27.1898, 16.5068, 26.1603
O, 18.7715, -8.5096, 22.4793
O, 6.1494, 34.6681, 19.4684
O, -6.6613, -0.2964, 14.263
O, -14.2765, 1.1995, 24.6297
O, 0.8148, 5.9404, 27.0303
O, 20.9287, -27.9031, 27.175
O, 8.4525, 10.5854, 22.6375
O, 32.7762, -1.1879, 24.2403
O, 18.6192, 27.6206, 20.317
O, 8.4376, 20.5252, 18.3965
O, 39.4947, -18.6868, 23.1774
O, 17.7741, -7.0256, 30.6013
O, 27.6694, 10.5205, 24.3838
O, 1.5017, 20.5847, 16.6905
O, -16.0243, 12.1132, 13.1138
O, -9.2285, -13.2179, 18.5925
O, 23.0436, -19.2856, 23.6786
O, -3.1437, 29.4693, 27.8038
O, 40.7844, -14.4354, 18.022
O, 8.7191, 3.6791, 24.2661
O, -25.0755, 5.7217, 23.1262
O, 10.459, 6.7825, 16.7485
O, 8.2986, 24.7244, 17.3831
O, 15.6826, 8.3006, 25.7461
O, 11.778, 0.2578, 12.6066
O, 7.1754, 26.3677, 15.663
O, 9.0874, 36.5156, 25.1378
O, 17.9097, 7.3535, 16.8745
O, -0.5787, -0.1358, 21.2379
O, 2.5291, 43.5259, 20.4024
O, 15.6527, -10.1729, 11.3812
O, -19.2845, 16.2386, 31.6958
O, 1.8935, 10.6309, 25.0418
O, 10.8604, 12.5361, 18.6608
O, -4.0367, 19.5412, 24.7238
O, 2.7629, 11.752, 15.1546
O, 22.374, -5.94, 19.339
O, 19.2531, 16.427, 19.0602
O, 14.1754, -14.9025, 27.3581
O, 19.7107, 13.9816, 17.9587
O, 28.379, 30.4421, 14.5435
O, -10.2209, -17.0858, 14.2957
O, 8.0302, 21.2878, 26.6821
O, 21.492, -9.1763, 14.2181
O, 28.0825, 0.8091, 10.8833
O, -0.908, -5.0622, 14.1341
O, 27.8062, 6.1771, 15.2403
O, 10.6778, -12.2211, 27.2279
O, 25.7632, -12.815, 13.6397
O, 15.7183, 9.6854, 14.3687
O, 30.575, -2.8884, 27.0209
O, 9.6844, 28.4447, 19.8547
O, 36.0835, 11.6599, 20.1524
O, 12.2752, -21.7541, 24.1824
O, 2.9408, -0.9946, 23.2923
O, -0.4851, -3.1426, 12.3444
O, -15.2696, -8.1749, 27.1491
O, 50.1739, 13.8569, 28.6658
O, 28.2313, -39.9144, 22.1358
O, 22.5883, 10.0697, 23.3768
O, 6.5385, 9.0393, 24.9076
O, 18.3637, 4.1231, 29.2324
O, 5.1363, 23.0645, 21.1104
O, 28.1836, -23.4209, 19.3538
O, 15.0697, 7.699, 18.5491
O, 2.4957, 14.3722, 21.6126
O, -5.864, 6.5548, 26.7686
O, -0.8271, 3.9039, 27.6464
O, 11.7598, -1.297, 26.3952
O, 21.1699, 15.2023, 13.1316
O, -17.8298, -30.051, 16.7155
O, 12.1886, 0.2711, 16.572
O, 7.6803, 2.8033, 14.6647
O, -17.0171, 1.6552, 25.6517
O, 11.1701, -10.7156, 24.6997
O, 15.5772, 5.6647, 20.2282
O, 8.847, -16.8216, 15.1282
O, 10.0615, 15.5383, 22.3783
O, 14.7576, -8.117, 31.0489
O, -0.9308, 24.8648, 16.2113
O, 3.357, -8.3873, 13.2216
O, 3.2801, -12.7006, 16.145
O, -16.208, -0.7095, 24.9238
O, 1.2207, -17.8588, 18.7367
O, 7.9064, 21.3952, 29.483
O, 24.558, 11.3999, 17.5626
O, -4.4948, 5.2693, 15.4038
O, 7.7285, -13.4675, 22.561
O, 20.3564, 19.0882, 30.3557
O, 16.2486, 17.2958, 21.9917
O, 10.0745, 6.4825, 28.2332
O, 26.7279, 14.9009, 24.0304
O, 25.2518, -9.2228, 33.2076
O, -7.8923, 38.0002, 18.7708

Results
free energy: -222570.807 eV
free energy less fixed offsets of O -568.88, Si -635.61 eV per atom: 14.563 eV

Forces (eV/angstrom), in the order of the atoms: element, x, y, z
Si, 0.0906, 0.0074, -0.0355
Si, -0.0271, 0.037, 0.0448
Si, -0.0057, -0.047, 0.0559
Si, -0.0573, -0.0653, -0.0502
Si, 0.0233, -0.0435, -0.031
Si, 0.068, 0.0217, 0.0445
Si, -0.0219, 0.0079, 0.0314
Si, -0.0143, 0.0096, -0.0174
Si, -0.0045, 0.0073, -0.0283
Si, -0.0007, 0.0028, 0.0094
Si, 0.0077, -0.0002, 0.0474
Si, 0.0024, 0.0376, -0.0016
Si, -0.1245, 0.0206, 0.001
Si, -0.0104, 0.0749, -0.0249
Si, 0.0932, -0.1039, -0.0394
Si, 0.0932, 0.0121, 0.0248
Si, -0.0155, 0.0364, -0.0109
Si, -0.1235, 0.1065, -0.0287
Si, 0.0725, -0.0175, -0.0179
Si, 0.0185, -0.0176, -0.0124
Si, -0.0702, 0.0627, 0.019
Si, -0.0114, 0.0162, 0.004
Si, -0.0734, -0.0632, -0.0196
Si, -0.0353, -0.0581, -0.0118
Si, -0.2582, 0.065, 0.0515
Si, -0.1071, 0.2208, -0.0151
Si, 0.2839, -0.2133, -0.037
Si, 0.2281, -0.0017, -0.5789
Si, -0.0144, 0.0949, -0.0054
Si, -0.2884, 0.2833, 0.0329
Si, 0.1555, -0.0483, -0.0141
Si, 0.0281, -0.0646, 0.1461
Si, -0.1896, 0.1973, 0.2772
Si, -0.0436, 0.1314, 0.121
Si, -0.2232, -0.1673, -0.0367
Si, -0.0605, -0.0972, -0.1458
Si, 0.1802, -0.0758, -0.4727
Si, -0.3104, 0.2414, -0.1127
Si, -0.2336, -0.2502, -0.5915
Si, 0.1895, 0.2041, -1.4849
Si, 0.1923, -0.4374, -0.1876
Si, 0.236, 0.0068, 1.1475
Si, 0.3249, 0.4431, -0.2212
Si, -0.0033, -0.1474, 0.8017
Si, 0.4038, -0.0098, 0.2411
Si, -0.1822, -0.11, 0.4046
Si, 0.0177, 0.0252, 0.1981
Si, -0.1287, 0.0077, 0.2076
Si, 0.0421, 0.0111, 0.0194
Si, -0.1211, 0.071, -0.0008
Si, -0.0292, -0.0656, 0.0386
Si, 0.0162, 0.0764, 0.0954
Si, 0.0889, -0.1763, 0.0354
Si, 0.1756, 0.0222, -0.0286
Si, 0.192, 0.1901, 0.053
Si, -0.1141, -0.1524, -0.0556
Si, 0.0902, -0.0095, 0.016
Si, -0.146, -0.0553, 0.0117
Si, 0.0064, -0.0307, 0.0136
Si, -0.0435, -0.0164, -0.0073
Si, -0.1223, 0.0062, -0.0131
Si, 0.0218, -0.0367, -0.0712
Si, 0.0398, 0.0557, -0.0113
Si, 0.0509, 0.0865, 0.043
Si, -0.0394, 0.0614, -0.039
Si, -0.078, -0.0462, -0.0168
Si, 0.0271, 0.0033, 0.0718
Si, 0.0072, -0.0019, -0.0187
Si, -0.0022, 0.0082, 0.0314
Si, 0.0036, -0.0204, -0.0014
Si, -0.0051, -0.0257, -0.0525
Si, 0.0066, -0.0433, -0.0333
Si, 0.0055, 0.0009, 0.0085
Si, -0.0025, 0.0001, 0.0009
Si, -0.0126, 0.0021, -0.0013
Si, 0.0073, -0.0042, 0.0031
Si, -0.0161, -0.0096, -0.0016
Si, 0.0047, -0.0113, 0.0076
Si, 0.0013, 0.0016, -0.0107
Si, -0.0016, -0.0004, 0.0004
Si, -0.0041, -0.0067, -0.0008
Si, -0.005, -0.0004, -0.0002
Si, -0.001, 0.0106, 0.0068
Si, 0.0186, 0.0117, 0.027
Si, -0.0042, 0.0008, 0.0029
Si, 0.0039, -0.0015, 0.0005
Si, -0.0261, -0.007, -0.0062
Si, -0.0009, -0.0008, 0.0046
Si, 0.0062, -0.0026, 0.0122
Si, 0.0067, 0.0024, 0.0032
Si, 0.0019, 0.0019, -0.003
Si, 0.0022, -0.0043, 0.0023
Si, -0.0039, -0.0082, 0.0077
Si, -0.0144, -0.0064, -0.032
Si, 0.0005, -0.0036, -0.0015
Si, 0.0179, 0.0479, 0.0777
Si, 0.0025, -0.0088, 0.0056
Si, -0.0029, 0.0017, 0.0121
Si, -0.0052, 0.0154, -0.0061
Si, -0.0047, -0.0032, 0.0065
Si, -0.0046, -0.0039, 0.0021
Si, -0.0032, -0.01, 0.0098
Si, 0.0311, -0.0371, 0.0079
Si, -0.0027, -0.0088, -0.012
Si, -0.0044, 0.0027, 0.0015
Si, -0.0048, 0.0002, 0.0048
Si, 0.0183, 0.0009, -0.0045
Si, 0.0075, 0.0038, -0.0555
Si, -0.0035, -0.0007, -0.0047
Si, -0.0063, -0.0033, 0.0024
Si, 0.0035, -0.0216, -0.0117
Si, 0.0132, -0.0298, 0.0005
Si, 0.0091, 0.0076, -0.0051
Si, -0.0059, 0.01, -0.0048
Si, -0.0179, 0.0319, 0.0177
Si, 0.0208, -0.0234, -0.0022
Si, -0.0089, 0.0301, -0.0043
Si, 0.0098, 0.0002, -0.0071
Si, -0.0123, -0.0165, 0.0073
Si, -0.015, -0.0126, 0.0073
Si, 0.001, 0.0008, 0.0014
Si, -0.0057, -0.0011, 0.0025
Si, -0.0016, -0.0065, 0.0078
Si, -0.0024, 0.0011, 0.0002
Si, -0.0138, -0.0055, 0.0009
Si, -0.0121, -0.0014, 0.0001
Si, 0.0022, -0.0006, 0.0031
Si, -0.0055, -0.0022, 0.0017
Si, -0.0086, 0.002, 0.005
Si, -0.002, 0.0003, 0.0041
Si, 0.0016, 0.0015, 0.0021
Si, -0.0018, 0.0028, -0.0029
Si, 0.0035, -0.0022, -0.0012
Si, 0.0005, 0.0004, -0.0015
Si, -0.0004, -0.0008, 0.0027
Si, 0.0023, 0.0002, -0.0022
Si, -0.0023, -0.0008, -0.0017
Si, 0.0019, 0.0014, 0.002
Si, -0.0012, -0.0007, -0.0003
Si, 0.0013, -0.0004, 0.001
Si, 0.0015, 0.0008, -0.0018
Si, -0.0018, -0.0025, -0.0028
Si, -0.0018, 0.0014, 0.0007
Si, 0.0011, 0.0032, -0.0033
Si, 0.0011, 0.0028, 0.0002
Si, -0.0002, -0.0034, 0.0014
Si, -0.0001, 0.002, -0.0032
Si, -0.0027, -0.0008, -0.0013
Si, 0.0021, 0.0003, 0.0021
Si, 0.0025, 0.0036, -0.0082
Si, 0.0001, -0.0052, -0.0018
Si, 0, -0.0013, 0.0014
Si, 0.0023, 0.0017, 0.0021
Si, 0.0021, -0.0034, 0.0031
Si, 0.009, -0.0013, 0.0021
Si, -0.0024, 0, -0.0012
Si, -0.0057, 0.0003, 0.0013
Si, 0.0005, 0.0053, -0.0022
Si, 0.0018, 0.0009, 0.004
Si, 0.003, 0.0027, 0.005
Si, -0.0051, -0.0012, 0.0006
Si, 0.0032, 0.0095, -0.0023
Si, 0.0007, 0.0036, -0.0063
Si, -0.0006, -0.0037, 0.0013
Si, -0.0068, 0.0012, -0.0072
Si, -0.0022, 0.002, 0.0003
Si, 0.0017, -0.0037, -0.0051
Si, -0.0013, -0.0024, 0.001
Si, -0.0073, -0.0078, -0.0022
Si, 0.001, -0.0016, -0.0007
Si, -0.0105, -0.0166, 0.0071
Si, -0.0024, -0.0035, 0.0075
Si, -0.0023, -0.0103, 0.0024
Si, -0.0043, -0.0087, 0.013
Si, -0.001, -0.0032, 0.0168
Si, -0.004, -0.0009, -0.0032
Si, 0.0018, -0.0016, -0.0043
Si, 0.0053, -0.0039, -0.0025
Si, 0.0056, 0.017, -0.0059
Si, -0.0018, -0.0081, -0.0026
Si, 0.0058, 0.0044, -0.0012
Si, 0.0021, 0.0044, 0.0104
Si, 0.0014, -0.0038, -0.0063
Si, -0.0076, 0.0032, 0.0001
Si, -0.0014, -0.0067, -0.0106
Si, 0.0007, 0.007, -0.0025
Si, -0.0028, 0.007, -0.0022
Si, 0.0008, 0.0026, 0.0017
Si, 0.0025, -0.0053, 0.0008
Si, -0.008, 0.0004, 0
Si, -0.0008, -0.0068, 0.0002
Si, -0.0064, 0.0062, -0.0195
O, 0.0002, 0.0002, 0.0011
O, 0.0002, -0.0031, -0.0012
O, 0.0044, -0.0003, -0.0071
O, -0.002, -0.0065, 0.0054
O, -0.0006, -0.0012, 0.0031
O, -0.0016, -0.0019, 0.0054
O, 0.0042, 0.0007, -0.0066
O, -0.0113, 0.0074, -0.0139
O, 0.0012, -0.0001, 0.0005
O, 0.0058, 0.0014, -0.0051
O, -0.0022, -0.0033, 0.0053
O, 0.0004, -0.0019, 0.001
O, -0.0019, 0.0008, 0.0024
O, 0.0008, -0.0049, 0.0026
O, 0.0029, -0.0014, 0.0007
O, 0.0004, 0.0218, -0.0052
O, -0.0019, -0.0029, 0.0054
O, 0.0038, 0.0001, -0.0033
O, -0.0047, -0.0027, -0.001
O, -0.0011, -0.0017, 0.0045
O, -0.0016, -0.0001, 0.0036
O, 0.0028, 0.0032, 0.0096
O, 0.0009, 0.0033, -0.0019
O, -0.0019, 0.0003, 0.0019
Si, 0.001, 0, 0.0009
Si, -0.0008, 0.0028, -0.0023
Si, 0.0044, 0.0021, -0.0063
Si, 0.0269, -0.0058, -0.0123
Si, 0.0007, -0.0038, -0.002
Si, -0.0036, 0.0014, -0.0044
Si, 0.0044, -0.0012, -0.0045
Si, 0.0089, -0.0077, -0.0028
Si, 0.0097, -0.0091, 0.0214
Si, -0.0016, -0.002, -0.0024
Si, -0.0044, -0.0027, 0.0079
Si, 0.0144, -0.014, -0.0112
Si, -0.002, 0.0019, -0.0018
Si, -0.012, 0.0006, 0.0071
Si, -0.0001, -0.0029, 0.0066
Si, -0.0009, -0.0036, 0.0004
Si, 0.0026, -0.0026, -0.0006
Si, -0.0022, 0.001, 0.0016
Si, 0.0022, 0.0003, -0.0022
Si, 0.0064, 0.0014, -0.0004
Si, 0.0018, -0.0038, 0.0031
Si, 0.0177, -0.0076, 0.0103
Si, 0.0092, 0.0103, 0.0013
Si, -0.0094, -0.0046, -0.0044
Si, 0.0105, -0.0013, 0.0043
Si, -0.0009, -0.0068, -0.0017
Si, 0.0104, -0.0064, 0.0182
Si, -0.0098, -0.0032, 0.0003
Si, -0.0061, 0.0071, -0.0106
Si, -0.0021, -0.0028, -0.0031
Si, -0.0022, 0.0055, -0.002
Si, -0.0073, -0.0083, 0.0079
Si, 0.0068, 0.0316, -0.0111
Si, 0.0012, -0.0008, -0.0012
Si, 0.0123, -0.0035, 0.0103
Si, 0.0032, 0.0006, -0.0028
Si, 0.0022, -0.0036, -0.0027
Si, -0.0061, -0.0005, -0.0027
Si, 0.0023, 0.0122, -0.0044
Si, 0.0009, 0.002, -0.0002
Si, -0.0093, -0.005, 0.0063
Si, -0.0062, 0.0025, 0.0018
Si, -0.0086, -0.0026, -0.0088
Si, -0.0029, -0.0006, -0.0033
Si, 0.0021, -0.0042, -0.002
Si, 0.0015, -0.0021, -0.0007
Si, -0.0072, -0.0036, -0.0048
Si, -0.0024, -0.0012, -0.004
Si, -0.001, -0.0009, 0.003
O, 0.0059, -0.0007, 0.0025
O, -0.0016, -0.0058, 0.001
O, 0.0031, -0.0028, 0.0084
O, 0.0044, -0.0019, 0.0001
O, -0.0017, -0.0027, 0.0026
O, 0.0005, -0.0015, 0.0025
O, -0.0068, 0.0038, 0.0001
O, 0.0002, 0.0025, 0.0024
O, -0.0031, -0.0096, -0.0014
O, 0.002, 0.003, 0.0039
O, -0.0003, -0.0029, -0.0009
O, 0.0022, -0.0025, 0.0025
O, -0.0027, -0.0018, 0.001
O, -0.0153, -0.0049, 0.003
O, -0.0037, -0.0008, -0.0046
O, -0.0032, 0.0186, -0.0054
O, -0.0022, 0.0007, 0.0007
O, 0.0012, -0.0014, 0.004
O, 0.0053, -0.0028, -0.0228
O, -0.0004, -0.0036, 0.0034
O, -0.0004, -0.002, 0.0013
O, -0.0076, 0.005, -0.0015
O, -0.0075, 0.0002, 0.0059
O, -0.0017, 0.0001, 0.0033
O, -0.001, -0.0021, 0.0024
O, -0.0007, 0.0001, 0.0031
O, 0.0036, -0.006, 0.0011
O, -0.0002, -0.0002, 0.0005
O, 0.0076, -0.002, 0.0002
O, 0.0042, 0.0052, 0.0068
O, -0.0004, -0.0023, 0.0019
O, 0.009, 0.003, 0.0071
O, 0.0011, 0.0015, 0.0026
O, -0.0026, -0.0024, 0.0012
O, -0.0022, 0.0028, 0.0008
O, -0.0155, -0.0022, 0.0082
O, 0.001, 0.0047, 0.0013
O, 0.0001, -0.0016, 0.0013
O, -0.0026, -0.0024, 0.0024
O, -0.0008, -0.0006, 0.0013
O, 0.0003, -0.0002, 0.0015
O, 0, 0.0019, 0.0021
O, -0.001, -0.0015, -0.0021
O, -0.0009, -0.0002, 0.0027
O, -0.0009, 0.0015, 0.0027
O, -0.0036, 0.0015, 0.0038
O, -0.0009, -0.0028, 0.0024
O, -0.0042, -0.0067, 0.0021
O, -0.004, -0.0026, -0.0021
O, -0.0128, -0.0026, 0.0035
O, -0.0017, -0.0155, 0.0082
O, -0.0048, -0.005, -0.0051
O, -0.0026, -0.001, -0.0018
O, 0.0046, -0.0052, 0.0047
O, -0.0012, -0.0014, 0.0051
O, 0.0081, 0.0005, 0.0065
O, 0.0013, -0.0014, 0.0022
O, 0.0022, -0.0058, 0.0017
O, -0.0008, 0.0006, 0.0009
O, -0.0009, -0.0099, 0.0195
O, 0.0046, -0.006, 0.0028
O, -0.0006, 0.0014, -0.0035
O, -0.0042, -0.0009, 0.0026
O, 0.0008, -0.0011, 0.0003
O, -0.0016, -0.0017, -0.0004
O, -0.0016, -0.0007, -0.0044
O, -0.0029, -0.0039, 0.0021
O, -0.004, -0.0009, 0.0036
O, 0.0009, -0.0019, 0.0051
O, -0.0017, -0.0007, 0.0007
O, 0, -0.0066, 0.0032
O, -0.0016, 0.0028, -0.005
O, 0.0043, -0.0033, -0.0026
O, -0.003, 0.0118, 0.0135
O, -0.0026, -0.0105, 0.0034
O, -0.0006, -0.004, 0.0044
O, 0.0025, -0.0063, 0.0031
O, -0.0002, 0.0022, 0.0019
O, 0.0021, -0.0005, 0.0028
O, -0.0003, 0.0015, 0.0015
O, 0.0004, -0.0039, -0.0028
O, 0.0009, -0.0002, 0.0008
O, -0.0247, 0.0136, 0.0028
O, 0.0017, -0.0015, 0.0044
O, 0.012, 0, 0.0092
O, -0.001, -0.0021, 0.0016
O, -0.009, -0.0002, 0.0051
O, 0.0013, -0.0025, 0.004
O, -0.0021, 0.001, 0.0014
O, 0.0005, -0.0022, 0.0037
O, 0.0005, -0.0083, 0.0044
O, 0.001, -0.0023, -0.0015
O, 0.0013, 0.0017, -0.0064
O, -0.0002, -0.001, 0.0038
O, -0.0023, -0.0032, -0.0019
O, -0.0001, -0.0003, 0.0047
O, -0.0254, 0, -0.005
O, -0.0005, -0.0025, 0.0028

The program warned: the cutoff lies below the one the program advises for these potential files; the exchange-correlation potential is rough where the density is thin.
